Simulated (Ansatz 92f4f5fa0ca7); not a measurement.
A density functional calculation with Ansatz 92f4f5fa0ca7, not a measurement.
Periodic cell of 222 atoms, Si131O89As2, from a study of silicon, its oxide and their interface. The atomic structure is a simulated model.
Doubt: the cutoff is far below the 930 eV that the study's wrapper takes by default for these files, so forces and energies are approximate.
This geometry differs little from another in the collection (a relaxation step or a small displacement).

Settings: functional PBE; potential files Ansatz PAW; basis plane waves; wave-function cutoff 580 eV; density cutoff ratio 5; exchange-correlation grid ratio 1; k mesh 1 x 1 x 1, Gamma-centred; self-consistency stop 5e-08 eV per atom in the density residual; occupations fixed; spin none; net charge 0.

Cell vectors (angstrom)
a 10.938 0 0
b 0 10.938 0
c 0 0 32.1988

Atoms and the computed forces on them: element, x, y, z (angstrom), force x, y, z (eV/angstrom)
Si 10.6026 0.2646 24.8424 -0.0167 -0.0206 0.0027
Si 5.8904 10.6236 24.6304 -0.0274 -0.0179 -0.0436
As 2.4057 2.9198 24.3023 0.0099 -0.0296 0.0052
Si 8.4239 2.5053 24.8126 0.001 -0.0092 -0.0238
As 0.4359 5.0641 24.8765 -0.0127 -0.0106 -0.0097
Si 5.1107 5.7257 24.6809 0.0084 0.0195 -0.0255
Si 2.9231 8.0361 24.5893 0.0246 0.0192 -0.0098
Si 8.0342 8.323 24.8309 0.0138 -0.0195 -0.2581
Si 1.3333 1.4751 25.9919 0.0352 -0.0333 0.0006
Si 6.85 1.314 26.0831 -0.0106 0.0292 -0.0038
Si 3.9516 4.0755 25.9282 0.0019 -0.022 0.0357
Si 9.5404 4.1241 26.1316 0.0446 -0.0006 -0.0038
Si 1.3665 6.9365 26.058 0.0073 -0.058 0.015
Si 6.7231 6.8222 26.0677 0.0065 -0.0168 -0.0144
Si 4.1332 9.5989 25.9086 -0.0086 0.0154 -0.0204
Si 9.4943 9.6104 26.1734 0.0209 -0.0289 -0.0147
Si 2.7376 0.0416 27.2855 -0.0014 0.0069 0.0012
Si 8.1474 0.0041 27.5444 0.0107 0.0127 0.0088
Si -0.0064 2.7513 27.4701 -0.031 0.016 -0.004
Si 5.4074 2.7479 27.316 -0.0175 0.0002 -0.0149
Si 2.7065 5.4811 27.4046 -0.0063 0.0023 -0.0267
Si 8.1291 5.4906 27.4203 0.0247 0.0266 -0.0058
Si -0.0152 8.2534 27.4398 -0.0293 -0.0252 -0.0078
Si 5.4133 8.2451 27.4152 -0.0136 -0.0069 0.0124
Si 4.0813 1.3763 28.7301 -0.011 0.0005 -0.0109
Si 9.5609 1.3772 28.8283 0.0312 -0.0074 0.0277
Si 1.3552 4.128 28.8028 0.0067 0.0133 0.0221
Si 6.7858 4.0875 28.7519 -0.0034 -0.0122 -0.0177
Si 4.0777 6.8501 28.7755 0.024 -0.0211 0.017
Si 9.5458 6.8475 28.7755 -0.0018 -0.001 0.0012
Si 1.3945 9.6175 28.7437 0.0191 0.0072 -0.0177
Si 6.776 9.5644 28.8357 -0.0151 -0.0133 0.0433
Si 0.0112 0.0021 30.151 -0.0199 0.0015 -0.0017
Si 5.4339 0.0271 30.1555 -0.0013 -0.0053 -0.0124
Si 2.7306 2.7402 30.1381 0.0076 -0.0015 -0.0156
Si 8.1783 2.7528 30.1492 -0.0011 0.0015 -0.004
Si -0.0178 5.4854 30.1533 -0.0032 -0.005 -0.0144
Si 5.4538 5.4761 30.1387 0.0002 0.0205 -0.0032
Si 2.7198 8.2218 30.1384 -0.0121 -0.0037 -0.001
Si 8.1896 8.2089 30.1577 0.0042 -0.0014 -0.0098
Si 1.3673 1.3673 31.515 0.0758 0.062 0.0157
Si 6.8362 1.3673 31.515 -0.0584 0.0576 -0.0107
Si 4.1018 4.1018 31.515 -0.0258 -0.031 -0.0354
Si 9.5708 4.1018 31.515 -0.1243 0.0908 -0.0169
Si 1.3673 6.8362 31.515 -0.0757 0.1501 -0.0761
Si 6.8362 6.8362 31.515 -0.0266 -0.0879 0.0149
Si 4.1018 9.5708 31.515 -0.1212 0.0305 0.0067
Si 9.5708 9.5708 31.515 0.0494 0.004 -0.0149
Si 2.7345 0 0.6835 0.0366 -0.0414 0.0933
Si 8.2035 0 0.6835 -0.0444 0.056 -0.098
Si 0 2.7345 0.6835 -0.0433 -0.0199 0.0522
Si 5.469 2.7345 0.6835 0.113 -0.0277 -0.0066
Si 2.7345 5.469 0.6835 -0.0159 0.1385 -0.1426
Si 8.2035 5.469 0.6835 0.0717 -0.089 0.0902
Si 0 8.2035 0.6835 0.0841 -0.1059 -0.0273
Si 5.469 8.2035 0.6835 -0.0133 0.0372 0.0495
Si 4.1187 1.3638 2.0518 -0.0039 -0.0009 0.0079
Si 9.5634 1.3596 2.0516 0.0023 0.0027 -0.0024
Si 1.3626 4.1265 2.0354 0.0076 -0.0068 0.006
Si 6.8457 4.0888 2.0561 -0.0014 0.0058 0.0024
Si 4.1022 6.8325 2.053 -0.0037 -0.0025 -0.0022
Si 9.5758 6.8396 2.0498 -0.003 -0.0004 0.0083
Si 1.3778 9.5538 2.0487 -0.006 0.0038 0.0052
Si 6.8273 9.5919 2.0484 0.0056 -0.0031 0.0013
Si -0.0072 -0.0293 3.3864 -0.0179 -0.0221 -0.0181
Si 5.4865 0.0155 3.4632 0.0107 0.0003 0.0164
Si 2.77 2.7845 3.3625 0.0146 0.0321 -0.031
Si 8.1903 2.7029 3.4445 -0.0111 -0.0195 0.0133
Si 0.0154 5.4831 3.4311 0.0093 0.0062 0.0051
Si 5.4814 5.4678 3.4043 -0.0065 -0.0042 -0.0071
Si 2.7627 8.2107 3.4417 0.0145 0.0016 0.0169
Si 8.2055 8.2269 3.3797 -0.0012 0.0115 -0.02
Si 1.3906 1.3916 4.6247 0.0029 -0.0032 0.0273
Si 6.8441 1.3519 4.9011 0 0.0038 -0.0152
Si 4.1546 4.0879 4.7962 -0.0046 -0.0091 0.0109
Si 9.5747 4.0857 4.7578 0.0023 0.0055 -0.0051
Si 1.4117 6.8348 4.8149 -0.0054 -0.0054 -0.0063
Si 6.8263 6.8871 4.7245 0.0029 -0.0023 0.0133
Si 4.1335 9.5795 4.8391 -0.0043 -0.004 -0.0177
Si 9.5556 9.5531 4.7842 0.006 0.0034 0.0136
Si 2.7448 0.1133 6.0509 -0.0033 -0.0073 0.0081
Si 8.2056 -0.0587 6.2573 0.0044 0.0015 0.0021
Si 0.0284 2.6738 6.0329 -0.0016 0.0001 0.0049
Si 5.474 2.7277 6.2843 0.0028 0.0052 0.0022
Si 2.8137 5.478 6.1719 0.003 -0.0032 0.0012
Si 8.1743 5.4807 6.0372 -0.0033 0.0014 0.0055
Si 0.0106 8.1892 6.1488 -0.0006 0.0045 0.0013
Si 5.5285 8.2235 6.2207 -0.002 -0.0022 0.0068
Si 3.8362 1.5716 7.5931 -0.0006 0.0064 -0.0121
Si 9.8393 1.1436 7.4419 -0.0021 -0.0109 -0.0116
Si 1.6293 3.7982 7.3029 0.0097 0.0008 -0.0087
Si 6.6508 4.4175 7.4731 -0.0062 -0.0098 -0.0159
Si 4.4073 6.6339 7.5327 -0.0021 -0.0027 -0.0138
Si 9.366 6.9498 7.4005 0.0029 0.0031 -0.0139
Si 1.14 9.9212 7.2855 -0.0036 -0.0022 -0.0126
Si 7.1585 9.2297 7.6563 0.0052 -0.0011 -0.0173
O 8.3104 8.0904 7.904 0.0009 -0.0006 0.0076
O 2.7168 2.7354 7.9464 -0.0053 0.0055 0.0052
O 9.5388 1.4061 24.2623 -0.0012 0.0124 0.0227
O 4.0051 6.8543 24.1378 -0.0006 -0.0035 0.0147
O 0.0284 0.0291 7.9474 -0.0004 0.0005 0.0059
O 5.5264 5.512 8.0226 0.0001 0.0008 0.0047
O 6.9707 9.4392 24.2319 0.1165 -0.1125 0.1512
O 3.8643 7.3898 8.918 -0.0006 0.003 0.0064
O 0.8068 4.3745 8.5897 -0.0029 -0.001 0.0031
O 9.8133 6.178 8.796 0.0019 -0.0027 0.0063
O 2.1119 9.3861 8.4922 0.0047 -0.0042 0.0078
O 7.5052 3.9274 8.797 0.0047 -0.0034 0.0109
O 4.272 0.9159 9.0553 0.0031 -0.0034 0.007
O 6.7289 9.559 9.209 -0.0029 0 0.0117
O 9.2121 1.864 8.785 -0.0021 0.0035 0.0054
O 7.686 3.1767 23.5141 -0.0026 -0.003 -0.0047
O 10.6656 5.6425 23.3057 -0.08 0.2222 -0.1351
O 5.6 0.2767 23.1266 -0.041 0.067 -0.0695
O 5.8419 5.1149 23.3388 0.0022 -0.0043 0.0062
O 3.3571 1.4829 23.5126 0.0638 0.1013 -0.0126
O 2.2833 8.737 23.2246 -0.0019 -0.0042 -0.0013
O 8.7477 7.5548 23.5547 0.0361 0.0282 0.1189
O 0.1897 10.3394 23.5645 0.0071 -0.0032 -0.0088
Si 4.5791 1.358 22.444 -0.0529 0.0078 0.0985
Si 3.4986 7.9093 14.006 0.0011 -0.0011 -0.0012
Si 7.1215 0.9426 14.6402 0.0002 -0.0008 -0.0009
Si 0.9228 9.3487 22.5156 -0.0107 -0.0138 0.0064
Si 1.1884 4.2984 11.8628 -0.001 0.0003 -0.0029
Si 6.2818 8.9403 15.2734 -0.0003 -0.0007 0.0027
Si 0.6839 1.3587 12.2791 -0.0003 -0.0003 -0.0009
Si 8.6108 4.926 20.5113 0.0005 0.0506 0.0164
Si 0.327 5.7127 9.3531 -0.0015 0.0012 -0.0073
Si 5.1077 3.1009 17.9116 0.0013 -0.0001 -0.002
Si 0.8887 3.726 16.7352 -0.0012 -0.0012 0.0011
Si 10.3994 2.823 19.2155 0.0006 0.0045 0.0106
Si 5.2857 1.1733 10.3333 0.0002 -0.0008 -0.0079
Si 0.8923 0.1585 19.8276 -0.0004 0.0094 0.0006
Si 6.6495 9.4534 10.8473 -0.0008 0.0006 -0.0081
Si 9.3523 9.6616 18.2942 -0.0026 -0.0002 0.0051
Si 9.4015 9.228 12.5398 -0.0001 0.0008 0.0003
Si 6.5314 3.8448 22.578 0.0124 0.0096 -0.0101
Si 2.4442 8.0686 9.3659 0.0006 0.0011 -0.0101
Si 10.6044 7.3509 17.0539 -0.0021 0.0002 0.0008
Si 2.524 6.269 16.5555 0.0023 -0.0002 0.0007
Si 10.1912 4.4748 14.172 0.0005 -0.0024 -0.002
Si 6.1595 9.149 18.4686 0.0032 -0.0031 0.0036
Si 7.9697 2.5719 9.5678 0.0007 0.0028 -0.0085
Si 8.8877 2.1349 12.4338 -0.0009 -0.0004 -0.0043
Si 5.3523 6.2191 18.0384 0.0027 -0.0002 -0.0002
Si 3.951 0.5189 19.4122 -0.0017 -0.0004 -0.0088
Si 4.2829 3.8316 12.0247 0.0002 -0.0017 -0.0025
Si 5.5534 6.5871 12.1074 0.0001 0.0003 -0.0024
Si 8.021 2.4816 17.2032 0.0045 0.0014 -0.0017
Si 4.367 2.4686 14.9372 0.0012 0.0009 0.0002
Si 1.5425 1.2007 15.2376 0.0008 -0.0007 -0.0011
Si 1.5803 9.4042 12.0283 0.0019 -0.0027 -0.0038
Si 8.0681 6.8286 13.8229 -0.0007 0.0004 0.0009
Si 10.3917 9.8157 15.4583 -0.0017 -0.0005 0.0007
Si 9.8917 6.8963 22.5873 0.0547 -0.1011 0.106
Si 8.124 5.4681 17.4018 0.0006 -0.0041 0.0169
O 6.052 7.9513 11.268 -0.0001 -0.0034 0.0024
O 6.0531 9.1532 16.8532 0.0016 -0.0011 -0.0013
O 7.6876 1.3534 13.1733 0.0001 -0.0011 0.0005
O 0.8942 1.7398 13.8495 0.0003 -0.001 0.0017
O 9.4395 6.2405 16.8663 0.0007 -0.001 -0.0001
O 6.7809 6.1766 13.0896 0.0011 -0.0015 0.0016
O 5.1388 4.6362 18.583 -0.0012 -0.0015 -0.0002
O 9.2354 2.1241 18.2566 -0.0039 -0.0007 -0.0041
O 2.3773 0.0777 19.0703 0.004 -0.0015 0.0042
O 9.4178 10.2122 16.7323 0.0039 -0.0031 -0.0002
O 2.7949 4.4282 11.6849 0.0007 -0.0019 0.0017
O 5.0731 10.2857 19.0098 0.0004 0.0016 0.0062
O 9.437 3.2265 13.479 0.0004 -0.0006 0.0007
O 0.4634 1.7487 19.9475 -0.0053 0.0024 -0.0041
O 3.1552 1.3572 15.0394 0.0002 -0.001 0.002
O 8.1723 5.3798 19.0192 0.019 -0.0189 0.0471
O 3.9076 6.577 17.3629 -0.0027 -0.0014 0.0007
O 4.5954 3.2728 16.3526 -0.0006 -0.0029 -0.0013
O 9.0793 5.6528 14.2885 0.0008 -0.0003 0.0004
O 5.3735 2.772 22.187 -0.0342 -0.056 0.0207
O 10.6852 4.1348 15.6695 -0.0002 0.0006 0.0027
O 0.3382 3.8472 18.2686 -0.0007 -0.0026 -0.0014
O 10.4358 10.5085 19.1804 0.0004 -0.003 -0.0004
O 9.654 10.0023 13.9992 0.0004 -0.0014 -0.0003
O 10.9129 8.0836 22.1148 -0.0879 -0.0836 0.0421
O 1.1925 2.1416 16.5153 0.0009 -0.0017 0.001
O 9.7128 3.7182 20.4005 -0.0056 -0.0025 -0.0166
O 8.1567 4.0131 16.6804 0.0013 -0.0078 0.0061
O -0.0304 9.0945 11.8741 -0.0005 -0.0008 0.0016
O 6.5915 2.3963 17.9879 0.0004 -0.0005 0.001
O 5.5873 10.7102 11.1827 0.0002 -0.0023 0.0021
O 7.7638 9.5678 18.8099 0.001 -0.0009 -0.0019
O 10.0358 1.0155 12.0368 0.0009 -0.0005 0.0013
O 1.3172 6.9548 9.0548 0.0007 -0.0019 0.003
O 0.6397 4.7493 13.3362 -0.0001 -0.0006 0.0019
O 5.7237 7.5943 18.953 -0.0008 -0.0028 -0.0021
O 5.241 5.0742 11.4849 0.0004 -0.0001 0.002
O 2.7278 6.9596 15.092 0.0006 -0.0004 0.0008
O 0.9209 2.7338 11.4465 0.0005 -0.0019 0.0017
O 0.8695 10.6687 15.5196 0.0013 -0.0005 0.0025
O 2.4219 8.5819 10.9001 -0.0018 0.002 0.0073
O 4.7 2.4218 11.2515 -0.0003 0.0011 0.0032
O 4.2602 3.5026 13.6539 0.0003 -0.001 0.0012
O 2.2096 4.6592 16.4768 0 -0.0002 0.0025
O 10.7171 8.229 15.6713 0.0002 0.0003 0.0013
O 6.9393 10.2744 14.6357 0.0002 -0.0003 0.0004
O 2.3464 8.9331 13.4092 0.001 -0.0012 0.0022
O 8.0315 1.5081 15.8859 -0.0014 -0.0013 0.0006
O 4.1395 6.9759 12.8319 -0.0006 -0.0004 0.0016
O 4.1757 1.9816 18.6727 0.0024 -0.0012 0.0037
O 7.2583 4.3839 21.2358 0.0121 0.0061 -0.004
O 8.4145 2.9241 11.0912 0.0019 -0.0013 0.0068
O 1.1938 6.8465 17.334 0.0013 -0.0024 0.0012
O 5.6521 1.551 14.7245 0.0001 -0.0013 0.0018
O 8.1374 9.7441 11.5666 0.0026 -0.0011 0.0036
O 9.196 6.2455 21.2667 0.0021 -0.0527 0.0052
O 8.9779 7.6918 12.8109 0.0004 -0.0017 0.001
O 1.6622 0.111 11.8699 0.0003 -0.0008 0.0014
O 6.6589 6.1211 17.0359 -0.0017 -0.0001 0.0023
O 7.4098 7.7798 14.9885 0.0011 -0.0021 0.0002
O 1.1938 10.2675 21.2048 0.0029 0.0051 0.0064
O 10.0541 8.188 18.3318 0.0043 0.0002 -0.0046
O 4.0774 0.7694 21.0157 0.0071 -0.0015 0.0198
O 0.3406 5.3273 10.9195 0.0012 -0.0033 0.0059
O 6.7024 1.5655 9.6247 -0.002 -0.0021 0.0032
O 4.7877 8.6912 14.6475 -0.0017 -0.002 0.0007

Results
free energy: -143605.777 eV
free energy less fixed offsets of As -4856.12, O -568.88, Si -635.61 eV per atom: 1.693 eV

The program warned: the cutoff lies below the one the program advises for these potential files; the exchange-correlation potential is rough where the density is thin.
